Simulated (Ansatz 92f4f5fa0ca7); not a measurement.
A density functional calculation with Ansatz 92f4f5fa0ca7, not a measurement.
Periodic cell of 189 atoms, Si117O72, from a study of silicon, its oxide and their interface. The atomic structure is a simulated model.

Settings: functional PBE; potential files Ansatz PAW; basis plane waves; wave-function cutoff 700 eV; density cutoff ratio 5; exchange-correlation grid ratio 2; k mesh 2 x 2 x 1, shifted by 0.5 0.5 0.5 of a step; self-consistency stop 5e-08 eV per atom in the density residual; occupations Fermi-Dirac, 0.05 eV; spin none; net charge 0.

Cell vectors (angstrom)
a	11.5983	0	0
b	0	11.5983	0
c	-5.7689	6.4083	26.6285

Atoms and the computed forces on them: element, x, y, z (angstrom), force x, y, z (eV/angstrom)
Si	8.878	0.5472	-0.958	0.3232	-0.0855	-0.4527
Si	8.8264	3.6662	-1.4446	0.0999	-0.0426	-0.236
Si	8.8917	9.0134	-1.2046	0.2095	0.1366	-0.2669
Si	0.9934	1.5515	-1.1108	-0.0509	0.0883	-0.2343
Si	1.0557	4.6749	-1.0297	0.1216	0.0645	-0.3064
Si	1.142	7.822	-1.4538	-0.1151	-0.1462	-0.0424
Si	5.1065	0.6313	-1.4813	-0.2813	0.075	-0.0566
Si	4.7939	4.8222	-1.4751	-0.0484	0.0236	0.1525
Si	5.3049	8.0148	-1.6361	0.2821	-0.1354	0.1833
Si	-0.7785	0.7784	0.3034	0.1401	0.0836	-0.142
Si	-0.9864	4.5105	0.0544	-0.2438	-0.1448	-0.1577
Si	-0.7293	8.413	-0.0343	-0.0887	0.0276	-0.1756
Si	3.0816	0.8465	-0.1159	0.0382	-0.0168	-0.3248
Si	3.0606	4.623	0.1437	0.081	0.0809	-0.2465
Si	3.1719	8.4366	-0.2851	-0.002	-0.1227	-0.2765
Si	6.8426	0.461	0.1438	-0.1208	0.1092	-0.1034
Si	6.8505	4.355	-0.1749	-0.0297	0.0119	-0.2232
Si	6.9747	8.392	0.055	0.0274	0.0775	-0.1742
Si	-0.8671	2.6988	1.561	-0.1056	0.0462	0.3862
Si	-0.9271	6.5069	1.3573	-0.043	0.0091	0.1174
Si	-0.7006	10.3082	1.4111	0.0744	-0.0409	0.139
Si	3.0866	2.6417	1.41	0.1017	0.0697	0.1553
Si	3.1153	6.6221	1.3419	0.1642	0.0642	0.1057
Si	3.0466	10.3891	1.1823	0.0232	-0.0754	-0.251
Si	6.8254	2.5222	1.3627	-0.1247	0.1151	-0.0181
Si	6.9956	6.3682	1.2963	-0.0344	-0.2328	-0.1802
Si	6.8595	10.2136	1.511	-0.06	-0.13	0.1706
Si	8.7446	2.5979	2.8055	0.0372	0.105	0.0197
Si	8.8204	6.4643	2.8014	0.0693	-0.0003	0.0022
Si	8.8831	10.3028	2.7472	0.0889	-0.0621	-0.0514
Si	1.1477	2.6436	2.7918	-0.0302	-0.12	-0.01
Si	1.1033	6.5257	2.6766	0.0217	0.0199	-0.1344
Si	1.2251	10.3344	2.7195	-0.1778	-0.0152	0.0372
Si	4.9715	2.624	2.811	-0.0108	-0.0644	-0.0316
Si	5.0499	6.4863	2.7101	-0.1527	0.0668	-0.1603
Si	4.8804	10.313	2.7401	0.107	0.0841	0.0265
Si	-2.7741	0.631	4.1294	0.0288	0.0315	0.0408
Si	-2.7758	4.5333	4.1629	-0.1107	-0.0224	0.0237
Si	-2.7557	8.4134	4.1595	-0.0432	0.0294	0.0334
Si	1.1406	0.6534	4.1046	0.0194	-0.0301	-0.0413
Si	1.1378	4.6018	4.0858	0.0587	0.0243	-0.0298
Si	1.1356	8.4275	4.1083	-0.0124	0.0607	0.0177
Si	4.9615	0.6516	4.108	-0.0632	0.0266	-0.0673
Si	4.9784	4.5892	4.1248	0.1205	0.0109	-0.0438
Si	4.9754	8.3912	4.1242	0.0111	-0.1177	0.0192
Si	-0.8075	12.2287	5.4707	0.0137	0.0149	-0.025
Si	-0.7885	4.5036	5.4652	0.0646	-0.0363	0.0246
Si	-0.7984	8.4246	5.503	0.0312	-0.0147	0.0204
Si	3.0556	12.2397	5.4788	0.0556	0.0189	0.0433
Si	3.0429	4.6087	5.4729	-0.1232	0.0415	0.0104
Si	3.0488	8.4027	5.5064	-0.0129	-0.109	0.0213
Si	6.8768	12.2395	5.4905	-0.0523	-0.0232	-0.0112
Si	6.8907	4.5925	5.5199	-0.0311	0.0283	0.0203
Si	6.8949	8.429	5.524	0.0599	0.0638	-0.028
Si	-0.7448	2.5504	6.8465	-0.0617	-0.0364	0.0673
Si	-0.7658	6.4412	6.8052	-0.0679	-0.029	-0.0676
Si	-0.8473	10.3472	6.9173	-0.0535	-0.0417	0.0981
Si	3.0127	2.6219	6.7344	-0.0009	-0.1087	0.0403
Si	2.9885	6.4996	6.8987	0.1324	0.0056	0.128
Si	3.1277	10.3322	6.8985	-0.1184	0.0923	0.0117
Si	6.8955	2.6142	6.7996	0.0702	-0.0103	0.0271
Si	6.9383	6.5136	6.9192	-0.062	0.1339	0.0122
Si	6.7977	10.346	6.9155	0.1662	0.0532	0.0087
Si	8.8577	2.5614	8.1329	-0.0077	-0.0367	-0.2922
Si	8.9673	6.4319	8.2111	0.1143	-0.0384	-0.0583
Si	8.7131	10.3279	8.2566	-0.0289	0.0213	-0.1351
Si	1.2197	2.5156	8.2485	0.0704	-0.0261	-0.0389
Si	1.0488	6.3987	8.3036	0.0143	-0.13	0.1477
Si	1.1781	10.3288	8.2015	0.0472	-0.1079	-0.1943
Si	4.9061	2.6649	8.0791	-0.0384	0.0565	-0.1884
Si	4.9428	6.6461	8.2239	-0.0448	0.2415	-0.0863
Si	4.9647	10.4077	8.4575	-0.0632	-0.0696	0.2262
Si	8.7179	12.3135	9.5812	-0.2172	0.0827	0.2354
Si	9.0089	4.4246	9.527	0.1291	-0.037	0.2526
Si	8.7734	8.3456	9.561	0.0924	0.0079	0.111
Si	1.2626	12.1613	9.6586	0.2533	0.1311	0.2717
Si	1.1904	4.376	9.6895	0.1028	0.1727	0.2829
Si	1.0197	8.4363	9.5498	-0.0469	0.1091	0.1675
Si	4.9083	12.5539	9.6496	-0.142	-0.1753	0.1803
Si	5.0037	4.6209	9.324	-0.1352	-0.0285	0.256
Si	4.8533	8.4159	9.9196	0.0863	-0.2183	0.2554
Si	-0.8291	12.2709	10.6778	-0.0973	-0.0999	0.35
Si	-0.7461	3.8219	11.0229	-0.0356	-0.132	0.1857
Si	-0.9106	9.0823	10.8084	-0.1574	0.0302	0.2716
Si	3.1588	12.3292	11.3147	0.0263	0.1082	-0.2462
Si	3.2577	4.9321	10.8709	-0.0526	-0.1398	-0.0323
Si	2.6712	8.0644	11.2335	-0.4813	-0.1068	-0.0541
Si	6.7944	12.9442	10.9993	0.1914	0.2694	0.2521
Si	6.9422	4.4115	10.591	-0.0114	-0.0055	0.3809
Si	6.9316	7.5166	10.8861	0.0312	-0.0689	0.3555
Si	0.3669	8.2129	13.3051	-0.0879	-0.0077	0.027
Si	-5.6468	8.5088	20.3516	0.0574	-0.0442	-0.002
Si	-1.939	15.8005	15.579	-0.1132	0.0642	0.0486
Si	7.27	6.5509	18.5986	0.1839	-0.0332	-0.1434
Si	2.8896	3.264	13.2149	0.0845	0.0036	0.0167
Si	-5.8092	12.137	15.9866	0.1229	0.0214	0.2231
Si	3.0423	12.08	19.7422	0.1317	0.1447	-0.051
Si	3.9346	14.7328	20.8705	0.1173	-0.0601	-0.1866
Si	5.3421	11.1845	13.1638	0.1522	0.2156	-0.006
Si	1.4128	13.9753	18.0806	-0.0046	-0.0864	-0.0406
Si	-2.7388	16.0873	20.4205	-0.0879	0.0649	-0.1964
Si	-1.7116	9.8101	14.925	-0.1435	-0.0577	0.1076
Si	-5.0609	15.6714	22.3314	-0.1026	-0.0141	-0.1793
Si	11.8284	16.6696	13.6756	-0.0604	-0.0005	0.151
Si	-4.8434	7.0797	22.7074	0.109	-0.1065	-0.1873
Si	-3.0766	7.1602	15.7783	-0.0163	-0.0457	0.0478
Si	3.7229	14.3336	16.2215	0.0723	-0.1083	0.236
Si	-7.1893	18.8396	18.4625	0.0019	-0.0385	0.0415
Si	3.1988	16.2752	18.3892	0.0367	-0.0035	0.086
Si	1.7975	14.1867	23.0071	0.0481	0.0825	-0.1197
Si	4.8715	10.1641	18.2113	0.0138	0.153	0.0335
Si	-1.6696	14.4209	18.0979	-0.0013	0.0639	0.0529
Si	-4.2959	8.8789	13.6922	0.1844	-0.0685	0.1471
Si	-2.6855	12.7609	15.9355	-0.0001	-0.0049	0.0091
Si	-1.6982	18.2863	22.3826	-0.152	-0.0361	-0.2175
Si	2.0816	11.1167	22.4899	0.0379	0.0521	-0.1777
Si	-0.3573	9.2448	23.113	0.018	-0.0212	-0.1508
O	-2.9891	9.8507	13.8909	-0.0107	0.0028	-0.0679
O	0.9319	9.9619	22.4365	-0.0407	-0.0881	0.1157
O	-5.4142	8.4302	21.9589	-0.0201	-0.0896	-0.0112
O	3.1526	10.7873	23.6783	-0.0041	-0.1274	0.2585
O	8.9023	2.0085	-1.824	-0.1445	0.3382	0.3497
O	1.7562	15.5169	18.5449	0.032	-0.0057	-0.0309
O	-3.6987	15.3216	21.4965	0.0451	-0.0138	0.0649
O	0.9791	8.8411	-2.7502	0.1156	-0.2258	0.0828
O	3.646	14.5736	14.6207	-0.0726	0.0186	-0.1503
O	1.0843	3.1313	-1.7634	-0.0102	-0.2955	0.4265
O	0.4755	0.6334	-2.3767	-0.0157	0.1522	0.0198
O	7.8903	5.2484	19.3416	0.051	-0.0525	0.1345
O	4.7398	-0.3073	-2.8512	0.156	0.122	0.5062
O	5.032	13.4343	16.6251	-0.1032	0.0256	-0.1113
O	-4.3353	7.7955	19.6586	-0.1054	0.0542	0.0903
O	4.9043	6.4238	-1.8706	0.144	0.0648	0.0111
O	-0.7806	8.0963	12.1358	0.0782	0.1859	-0.0376
O	4.0948	13.268	20.1438	-0.0901	0.029	0.0709
O	-0.8181	2.183	11.5228	0.0739	0.1107	-0.4644
O	1.5955	4.2144	13.4561	0.0176	-0.1157	0.0283
O	-0.1616	13.9129	17.7939	0.0081	-0.0157	0.0246
O	-3.2289	18.7101	22.6741	0.0525	0.0606	0.0567
O	-2.3785	14.2236	15.1335	0.0255	0	0.0796
O	-0.8894	10.6943	11.3934	-0.0254	0.009	-0.4501
O	-0.4319	4.4191	15.0158	0.1066	0.0452	-0.1939
O	10.8614	16.3976	12.3766	-0.0663	-0.2256	-0.2248
O	-7.0018	7.6216	20.0498	0.0532	0.0597	-0.0763
O	1.8504	8.5873	12.6542	0.3836	-0.0843	-0.3751
O	-4.3358	7.7507	14.8913	0.0284	0.0901	-0.1356
O	2.3237	13.6388	16.7533	0.0879	0.0917	-0.0224
O	2.5861	13.4534	12.4095	0.0648	-0.1638	-0.0933
O	6.8735	5.8937	11.3952	-0.0084	0.2918	-0.5027
O	8.9545	-0.966	-1.7687	-0.0961	-0.055	0.4988
O	7.4864	8.1801	12.2644	-0.0219	0.0395	-0.0034
O	-0.2132	9.4302	14.3013	0.151	-0.1157	-0.1501
O	3.8433	4.1027	12.1929	-0.0694	0.0661	-0.1677
O	5.7516	9.9599	19.6054	-0.0363	-0.044	0.0174
O	3.9194	15.7451	17.0215	-0.089	-0.0896	-0.0453
O	-2.711	17.2354	15.1795	0.0403	-0.0258	0.0066
O	5.7376	6.3527	18.038	-0.1605	0.0636	0.057
O	6.9011	14.5715	11.506	-0.0544	-0.2597	-0.5439
O	-1.9668	15.761	17.2079	0.0524	-0.041	-0.0526
O	4.9829	11.8732	14.596	-0.007	-0.0572	-0.2429
O	-4.2429	12.3995	15.6447	-0.1004	-0.0396	-0.0533
O	1.471	12.6052	22.7651	0.0005	-0.0285	0.0113
O	-1.7757	11.3677	15.5895	-0.0249	0.0455	-0.0488
O	-5.8578	10.87	17.0265	-0.0297	-0.0221	-0.0327
O	3.0897	17.9059	18.2512	0.0661	0.0096	-0.0094
O	2.9731	14.3866	24.132	-0.0088	0.1339	0.059
O	3.6253	11.1544	18.5426	-0.0412	-0.0641	0.0287
O	4.043	15.9176	19.7458	-0.0728	-0.0741	0.0284
O	2.4783	14.825	21.6413	-0.161	-0.0687	0.2318
O	6.5245	12.0105	12.359	0.0019	0.1306	-0.1127
O	-0.9422	19.7241	22.0479	0.0452	0.1212	0.0992
O	3.9765	11.1571	12.2318	-0.3097	0.07	-0.0387
O	-1.9109	14.8983	19.6416	-0.0083	-0.0154	0.0402
O	2.902	6.4375	11.4825	0.0676	0.0801	-0.1918
O	4.3504	8.6894	17.6809	-0.0005	-0.0456	-0.0347
O	-6.3735	14.8583	21.8409	-0.0173	0.004	0.0681
O	0.3836	14.8547	23.5595	-0.3557	-0.0851	0.3227
O	1.0891	6.1671	-1.9013	-0.037	0.1147	0.4546
O	4.4501	4.0426	-2.9331	0.0736	0.1063	0.2465
O	1.6895	12.8331	19.2187	0.024	-0.0301	-0.0101
O	-1.7159	17.1558	21.1798	0.032	0.0495	0.1337
O	-5.6913	9.7127	13.5836	-0.1813	0.0188	-0.0685
O	-0.0164	8.4305	24.5005	0.0872	-0.1476	-0.0434
O	-1.9903	8.4228	15.8192	0.0308	-0.0165	-0.0645
O	-5.3698	17.2639	22.0851	-0.0602	0.0755	0.06
O	-3.4051	6.9346	17.3406	-0.0167	0.0382	-0.0359
O	2.7753	11.1115	21.0167	-0.0456	-0.0471	0.2012
O	0.4649	6.6821	13.9285	0.0035	0.0182	-0.0128
O	-2.5614	13.1529	17.5403	0.0124	0.02	0.0067

Results
free energy: -115332.524 eV
free energy less fixed offsets of O -569.03, Si -635.61 eV per atom: 4.006 eV
pressure: -1.42 GPa
stress xx, yy, zz, yz, xz, xy (GPa, positive in tension): 0.39, 3.43, 0.43, -0.03, -0.12, -0.14

The program warned: the cutoff lies below the one the program advises for these potential files.
